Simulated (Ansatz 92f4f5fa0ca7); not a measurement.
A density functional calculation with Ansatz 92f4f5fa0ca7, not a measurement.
Periodic cell of 215 atoms, Si132O82P1, from a study of silicon, its oxide and their interface. The atomic structure is a simulated model.
Doubt: the cutoff is far below the 930 eV that the study's wrapper takes by default for these files, so forces and energies are approximate.

Settings
functional: PBE
potential files: Ansatz PAW
basis: plane waves
wave-function cutoff: 580 eV
density cutoff ratio: 5
exchange-correlation grid ratio: 1
k mesh: 1 x 1 x 1, Gamma-centred
self-consistency stop: 5e-08 eV per atom in the density residual
occupations: fixed
spin: none
net charge: +1 e, with a uniform compensating background and no finite-size correction

Cell vectors (angstrom)
a 10.938 0 0
b 0 10.938 0
c 0 0 31.5432

Atoms: element, x, y, z (angstrom)
Si 10.4299 0.5789 24.3396
Si 6.0396 10.5025 24.1497
Si 2.1247 3.2537 24.0844
Si 8.7011 2.2636 24.3064
Si 0.4939 5.0575 24.1653
Si 5.046 5.901 24.2002
Si 3.3899 7.6549 24.1641
Si 7.8272 8.8317 23.9963
Si 1.3408 1.4796 25.4513
Si 6.9112 1.3089 25.4924
Si 4.0229 4.1036 25.3262
Si 9.6568 4.105 25.4204
Si 1.4902 6.8186 25.3694
Si 6.8936 6.9503 25.2452
Si 4.2237 9.5376 25.3455
Si 9.5307 9.643 25.432
Si 2.7721 0.0054 26.6518
Si 8.2139 -0.0269 26.9392
Si 0.0091 2.7697 26.9143
Si 5.4424 2.7388 26.674
Si 2.7492 5.4367 26.8392
Si 8.2148 5.5256 26.6399
Si 0.0348 8.2109 26.6601
Si 5.5479 8.1994 26.7961
Si 4.1018 1.365 28.0687
Si 9.5859 1.37 28.2697
Si 1.3836 4.1236 28.2673
Si 6.8273 4.1405 28.0213
Si 4.1571 6.8203 28.1515
Si 9.5915 6.8514 28.0488
Si 1.3917 9.5876 28.0434
Si 6.8358 9.5314 28.2672
Si 0.0438 -0.027 29.5342
Si 5.4342 0.014 29.4941
Si 2.7628 2.7041 29.5297
Si 8.1619 2.7728 29.4847
Si -0.0287 5.5082 29.503
Si 5.4999 5.4494 29.5124
Si 2.743 8.2135 29.4545
Si 8.2467 8.1593 29.534
Si 1.3887 1.3503 30.9109
Si 6.8045 1.3779 30.8415
Si 4.1223 4.082 30.8924
Si 9.5441 4.1209 30.848
Si 1.3653 6.8577 30.8361
Si 6.8636 6.8009 30.9034
Si 4.085 9.5765 30.8495
Si 9.5944 9.5438 30.9023
Si 2.7425 -0.0397 0.7272
Si 8.1632 -0.0006 0.6656
Si -0.0392 2.7447 0.6747
Si 5.4756 2.7034 0.7218
Si 2.7051 5.4748 0.6693
Si 8.2115 5.4241 0.7399
Si 0.0297 8.1711 0.7221
Si 5.4555 8.2084 0.672
Si 4.1191 1.3185 2.0806
Si 9.5035 1.3785 2.0241
Si 1.3157 4.1215 2.0508
Si 6.8475 4.0393 2.1001
Si 4.0687 6.8531 2.027
Si 9.6047 6.7857 2.0773
Si 1.3817 9.532 2.0946
Si 6.8123 9.5652 2.0707
Si -0.0752 -0.0157 3.3019
Si 5.4553 -0.0324 3.5314
Si 2.6886 2.7077 3.3224
Si 8.1796 2.6578 3.5341
Si -0.0275 5.4416 3.5515
Si 5.437 5.4659 3.3126
Si 2.7426 8.1743 3.5054
Si 8.2257 8.1663 3.367
Si 1.2618 1.35 4.6611
Si 6.8405 1.2755 4.9475
Si 4.0538 4.1005 4.6692
Si 9.5289 4.0293 4.9135
Si 1.3736 6.8358 4.9043
Si 6.8281 6.788 4.6946
Si 4.0855 9.5313 4.9181
Si 9.569 9.5622 4.73
Si 2.5458 0.0114 6.1264
Si 8.2282 -0.1918 6.2846
Si -0.0035 2.6195 6.2224
Si 5.3538 2.7256 6.0994
Si 2.7461 5.4051 6.1812
Si 8.0926 5.4169 6.1882
Si -0.0264 8.2598 6.2021
Si 5.5578 8.1282 6.169
Si 3.4567 1.8811 7.2232
Si 10.0621 0.7568 7.4267
Si 1.7739 3.6253 7.387
Si 6.2049 4.4964 7.3889
Si 4.6435 6.29 7.2783
Si 9.1645 7.1649 7.3384
P 0.8506 10.1168 7.5081
Si 7.4042 8.8403 7.5025
O 4.6026 6.6068 8.9046
O 1.3462 3.9547 8.964
O 9.7685 6.5211 8.7433
O 1.3029 10.2822 9.1486
O 6.0958 4.2078 9.0333
O 3.7151 1.5694 8.8077
O 7.1501 8.9231 9.1521
O 9.7 0.9875 9.0305
O 8.2487 2.5399 22.7434
O 10.9939 5.558 22.6449
O 5.6326 0.0922 22.6388
O 5.2863 5.4048 22.636
O 2.1369 2.8136 22.4774
O 3.3242 7.8551 22.511
O 8.3797 8.7476 22.4177
O -0.1821 11.2462 22.7486
Si 2.1664 3.0015 12.8937
Si 8.7269 1.2689 10.311
Si 1.0727 4.5216 15.3554
Si 7.5621 5.5745 12.1891
Si 2.4071 8.1924 21.2149
Si 5.403 7.784 12.4655
Si 9.2735 0.4867 15.4659
Si 2.9151 -0.0328 16.6545
Si 10.4814 1.1846 12.5841
Si 7.7614 2.8409 21.2358
Si 9.1457 8.8007 14.4431
Si 1.4655 4.7882 10.3628
Si 4.4758 9.498 19.1386
Si 11.0681 6.1053 21.1142
Si 6.6218 10.4564 14.8411
Si 5.3855 0.7419 21.1774
Si 2.3457 9.834 10.364
Si 0.424 10.6404 21.3891
Si 5.849 5.2606 21.1293
Si 3.6175 7.1094 10.0757
Si 9.0526 5.7095 14.8463
Si 3.6614 4.0842 19.093
Si 10.0256 3.6726 19.3144
Si 4.2699 8.6738 15.368
Si 0.4601 1.9346 17.1514
Si 6.7858 7.5444 19.2519
Si 5.2581 3.6304 16.739
Si 7.7825 5.0302 17.5225
Si 6.6994 9.8949 10.3818
Si 4.4213 1.0221 10.1348
Si -0.02 9.0985 11.8854
Si 9.0968 8.6369 20.9423
Si 4.5596 1.6761 14.5763
Si 2.4408 2.09 21.0484
Si 6.3842 3.3014 10.3572
Si 3.4348 5.9276 16.7377
Si 9.8909 6.5565 10.3564
O 0.1145 2.632 18.5836
O 2.9338 9.6361 15.5822
O 10.8581 4.8116 20.143
O 7.6119 2.3555 9.8622
O 10.9336 5.3712 10.8324
O 6.5465 6.682 12.8338
O 10.3287 8.0915 10.746
O 7.6712 9.4614 13.9955
O 8.4208 6.2505 10.9832
O 5.3516 10.501 20.0689
O 2.1859 3.7746 11.4414
O 7.9663 8.5574 19.7631
O 6.1984 6.7378 20.5483
O 5.5162 2.7199 15.4109
O 1.3033 0.9294 20.7019
O 6.0851 9.0365 11.6368
O 4.6079 4.9895 16.1058
O 6.5957 3.9199 17.6301
O 10.5628 10.6816 11.8255
O 5.584 0.5051 13.9862
O 8.0157 5.121 15.9275
O 9.7636 9.8539 15.5375
O -0.3944 5.1603 15.1421
O 1.5609 6.8496 20.7989
O 1.5006 0.6475 17.1701
O 6.587 1.7861 20.8109
O 1.0191 1.8287 12.8321
O 3.2498 5.5 18.3292
O 9.5648 2.0111 11.5158
O 1.0385 3.1224 16.1942
O 8.6014 5.1732 13.378
O 10.2723 8.5692 13.2797
O 1.439 9.4078 21.7015
O 10.0783 9.9359 20.6091
O 3.2354 0.1757 10.9186
O 5.1325 2.3323 10.8389
O 1.7524 4.1797 13.9266
O 7.9697 10.8333 10.8289
O 9.1338 4.4842 18.2231
O 5.6458 9.5116 15.775
O 5.5693 -0.0573 9.7572
O 3.6032 2.3315 13.3946
O 1.9759 5.6758 16.0607
O 9.6923 1.0947 14.0046
O 4.3304 7.0131 11.5227
O 4.7557 4.4855 20.2202
O 9.9622 1.3727 16.6181
O 6.7566 4.2683 11.6243
O 5.5738 8.4156 18.5846
O 9.0637 2.7476 20.2587
O 3.6026 1.1398 15.774
O 4.2217 3.0799 17.9038
O 9.9052 7.2206 20.8913
O 3.2794 8.6667 9.7156
O 3.95 7.4343 16.3866
O 7.642 0.4935 15.686
O 8.9457 7.3238 15.0546
O 3.925 1.4447 21.1665
O 1.6063 9.1337 11.6656
O 2.3166 6.1496 10.1082
O 7.3443 6.4733 18.1503
O 7.2184 4.3767 21.1333
O 4.566 8.2355 13.8083
O 3.3217 8.6837 19.9649
O 2.4932 3.2393 19.8707
O 3.738 10.3775 17.9709

Results
free energy: -131309.552 eV
free energy less fixed offsets of O -568.88, P -755.39, Si -635.61 eV per atom: -5.482 eV

Forces (eV/angstrom), in the order of the atoms: element, x, y, z
Si 0.039 -0.0117 -0.1454
Si -0.0297 0.0841 -0.1188
Si 0.0079 -0.062 -0.1618
Si -0.069 0.0165 -0.1319
Si -0.0411 0.0661 -0.1368
Si 0.0493 -0.0574 -0.1567
Si -0.0215 0.0142 -0.1481
Si 0.0647 -0.0405 -0.1613
Si -0.0268 0.0308 0.0756
Si 0.0266 -0.0352 0.0865
Si -0.0313 0.008 0.041
Si 0.0333 -0.0397 0.0579
Si 0.0191 -0.0177 0.0599
Si -0.0169 0.0192 0.0165
Si 0.0117 -0.0287 0.0383
Si -0.0542 0.0166 0.0926
Si 0.0102 0.0206 -0.1408
Si 0.0069 -0.0057 0.2095
Si 0.0095 -0.0041 0.2024
Si 0.0034 -0.0184 -0.1133
Si -0.0005 0 0.1266
Si 0.0286 0.0127 -0.1267
Si 0.0158 0.0098 -0.1228
Si 0.0163 0.0133 0.0939
Si -0.0081 0.0395 0.0603
Si -0.0053 -0.0048 -0.3672
Si -0.0013 -0.0609 -0.3505
Si 0.0195 -0.0613 0.1234
Si -0.0913 0.0242 -0.1041
Si -0.031 0.0064 0.0863
Si -0.0427 0.0041 0.1254
Si 0.067 0.0792 -0.3387
Si 0.0235 -0.0378 0.0294
Si -0.0061 0.0101 0.0428
Si 0.0267 -0.0251 0.0498
Si -0.0548 0.0409 -0.0091
Si -0.0252 0.0246 0.0445
Si 0.0163 -0.0283 0.0082
Si 0.0385 -0.0466 -0.0487
Si 0.0418 -0.0502 0.0556
Si 0.0193 0.0005 0.0235
Si 0.0115 0.0277 -0.0005
Si 0.0038 -0.0019 -0.0009
Si -0.0056 -0.0033 0.0049
Si -0.0023 0.0189 -0.0118
Si -0.0023 0.0038 0.0106
Si -0.0269 -0.0005 0.0095
Si 0.0108 0.0015 0.0119
Si 0.0233 0.0016 -0.0048
Si -0.0308 -0.0264 -0.0353
Si -0.024 0.0131 -0.024
Si -0.0003 -0.003 -0.0032
Si 0.0167 -0.0159 -0.0241
Si -0.0258 -0.0235 0.0118
Si 0.0093 -0.0163 -0.0127
Si 0.0362 -0.0399 -0.0238
Si 0.0214 -0.0098 0.0019
Si -0.0575 0.0858 -0.0721
Si -0.0454 0.0625 -0.0005
Si 0.0326 -0.0298 -0.0286
Si -0.0552 0.0241 -0.0802
Si 0.0491 -0.0383 0.0079
Si 0.0054 -0.0144 -0.048
Si 0.0069 0.047 0.0334
Si 0.1717 -0.0513 0.2782
Si -0.0052 0.032 -0.0986
Si 0.1388 0.0242 0.3088
Si -0.0098 0.0748 -0.1363
Si -0.0568 -0.0222 -0.133
Si 0.0406 -0.089 0.3499
Si -0.0202 0.0104 -0.0825
Si -0.1431 -0.1805 0.1172
Si -0.0575 0.0524 -0.1243
Si 0.0002 0.0178 0.0955
Si -0.0167 -0.029 -0.2056
Si -0.0271 -0.0392 0.1704
Si 0.1445 0.014 0.145
Si 0.046 -0.0055 -0.1816
Si -0.0667 -0.058 0.1769
Si 0.0239 0.1513 -0.0405
Si 0.1933 -0.109 -0.1874
Si -0.0212 0.0025 -0.0895
Si 0.0633 0.0567 -0.16
Si 0.0114 -0.0561 -0.1316
Si 0.0627 -0.0431 -0.016
Si -0.0015 -0.0471 -0.1265
Si 0.0232 -0.068 -0.0222
Si 0.0051 -0.01 -0.0063
Si -0.0509 0.2753 0.1753
Si -0.6419 0.5182 0.4443
Si -0.0784 0.027 0.176
Si -0.0105 -0.0082 0.2635
Si -0.0293 -0.0144 0.095
Si -0.1098 -0.1153 0.221
P 0.6907 0.1095 0.7725
Si 0.0037 0.06 0.2046
O 0.0073 0.0255 -0.1713
O 0.0383 -0.0711 -0.2273
O -0.0361 0.0835 -0.3491
O -0.5107 -0.2038 -1.1551
O -0.0163 0.016 -0.2201
O -0.0741 0.0324 -0.2468
O 0.0597 -0.0529 -0.2144
O 0.1474 -0.072 -0.2838
O 0.0613 -0.0428 0.2676
O 0.0299 -0.0743 0.2597
O 0.0441 -0.0851 0.2537
O -0.0577 0.0456 0.2636
O -0.0174 0.0733 0.2515
O 0.0595 -0.0304 0.2554
O -0.0877 0.0209 0.2582
O -0.0566 0.0563 0.2481
Si 0.0407 0.0242 0.3339
Si -0.1152 0.103 0.3692
Si -0.0084 0.0199 0.1855
Si 0.0121 0.0106 0.3063
Si -0.0581 0.0355 -0.229
Si 0.026 -0.0265 0.3589
Si -0.026 -0.0012 0.1908
Si -0.023 0.0037 0.0699
Si 0.0098 0.0856 0.4161
Si -0.0069 0.0367 -0.2523
Si -0.097 0.0082 0.2348
Si 0.0462 -0.0919 0.309
Si 0.0122 -0.0008 -0.0727
Si -0.0021 0.0134 -0.2425
Si 0.0238 0.0081 0.1454
Si -0.0342 0.0264 -0.2523
Si 0.371 -0.2821 0.5877
Si 0.0576 -0.0452 -0.2064
Si 0.031 -0.0003 -0.244
Si 0.0545 -0.1881 0.3247
Si 0.0347 0.0013 0.2063
Si -0.0044 0.0115 -0.0785
Si -0.002 -0.0008 -0.0793
Si -0.0532 0.0266 0.21
Si 0.0105 -0.0165 0.039
Si -0.0064 -0.0057 -0.0782
Si 0.0008 0.0244 0.061
Si -0.0105 -0.0079 0.0461
Si -0.0578 -0.0524 0.3375
Si 0.2275 0.0893 0.2677
Si -0.2619 -0.0189 0.4599
Si 0.0309 -0.0169 -0.2253
Si 0.0298 -0.0011 0.2211
Si 0.0331 -0.0299 -0.2193
Si 0.1162 0.0881 0.2708
Si 0.0036 -0.0156 0.0384
Si -0.1133 -0.1132 0.4476
O -0.0011 0.0059 0.0142
O 0.0178 -0.023 -0.0556
O 0.0168 0.0413 0.0766
O 0.0502 -0.0376 -0.0896
O -0.0027 0.0268 -0.1049
O -0.0108 0.0123 -0.109
O 0.0435 -0.0012 -0.1839
O 0.0109 -0.0284 -0.0925
O 0.1253 0.0474 -0.1872
O 0.0125 0.037 0.0792
O -0.0324 0.0704 -0.2297
O 0.0358 0.0128 0.0676
O -0.0201 -0.032 0.0782
O -0.0135 -0.0358 -0.0737
O -0.0206 -0.0001 0.0669
O 0.0499 0.1327 -0.2346
O 0.0047 -0.0005 -0.0243
O -0.0002 -0.0018 -0.0122
O 0.0405 -0.096 -0.1958
O -0.0051 -0.004 -0.089
O 0.0196 0.0103 -0.0772
O 0.0129 -0.028 -0.0746
O -0.0237 0.0041 -0.0623
O 0.0075 0.0003 0.0681
O 0.0063 0 -0.0124
O 0.0062 -0.0114 0.0737
O -0.0289 -0.0526 -0.117
O 0.0035 -0.0016 0.008
O -0.0665 -0.0294 -0.2273
O 0.0058 0.0298 -0.0583
O -0.0663 -0.0114 -0.1901
O 0.1434 0.0209 -0.2359
O 0.0006 0.0003 0.0531
O -0.0011 0.0096 0.0676
O -0.2095 -0.0628 -0.1889
O -0.1002 -0.1024 -0.1121
O 0.0289 -0.0567 -0.1671
O 0.0033 0.0061 -0.1031
O 0.0069 -0.0052 0.0117
O 0.0143 -0.0034 -0.0596
O -0.0609 0.0125 -0.1341
O -0.0769 0.0203 -0.151
O -0.0187 -0.0183 -0.0544
O 0.0696 0.0344 -0.2265
O -0.1229 0.021 -0.2184
O 0.0317 0.0227 0.0787
O -0.0244 -0.0227 -0.0598
O -0.0441 -0.1198 -0.1743
O -0.0029 0.0018 0.0177
O -0.0353 -0.014 0.0748
O 0.0295 0.0276 -0.0757
O 0.0002 -0.0003 0.0039
O 0.0052 -0.0026 0.0623
O -0.1107 0.1605 -0.151
O 0.0159 0.0337 -0.0544
O 0.0007 -0.0081 -0.0495
O 0.0046 0.0275 -0.077
O 0.0109 0.0007 0.0616
O 0.0893 0.1314 -0.3607
O 0.0388 0.0939 -0.0953
O -0.0034 0.0074 0.0113
O -0.0021 -0.0196 0.0699
O 0.0467 -0.0409 -0.2403
O -0.0325 -0.028 0.0789
O -0.0172 -0.0326 0.0722
O 0.0013 -0.0065 0.0004

The program warned: the cutoff lies below the one the program advises for these potential files; the exchange-correlation potential is rough where the density is thin.
